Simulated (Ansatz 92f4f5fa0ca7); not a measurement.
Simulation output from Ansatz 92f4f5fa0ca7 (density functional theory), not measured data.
Periodic cell of 221 atoms, Si132O87H1N1, from a study of silicon, its oxide and their interface. The atomic structure is a simulated model.

Settings
functional: PBE
potential files: Ansatz PAW
basis: plane waves
wave-function cutoff: 700 eV
density cutoff ratio: 5
exchange-correlation grid ratio: 1
k mesh: 2 x 2 x 1, shifted by 0.5 0.5 0.5 of a step
self-consistency stop: 5e-08 eV per atom in the density residual
occupations: fixed
spin: none
net charge: 0

Cell vectors (angstrom)
a 10.938 0 0
b 0 10.938 0
c 0 0 32.2584

Atoms and the computed forces on them: element, x, y, z (angstrom), force x, y, z (eV/angstrom)
Si -0.2244 0.2366 24.7069 0.0018 0.0212 -0.0412
Si 5.7158 -0.3409 24.7753 0.0019 -0.015 -0.0283
Si 2.5145 2.817 24.7828 -0.0151 0.0009 -0.0344
Si 8.4658 2.4746 24.7148 0.0238 0.0137 -0.0219
Si 0.1938 4.9714 24.6525 0.0021 -0.033 -0.0338
Si 5.2352 5.8027 25.062 0.0119 0.0263 -0.0293
Si 2.9693 7.9153 24.8093 0.0183 0.0046 -0.0309
Si 7.9674 8.3907 24.7958 -0.0271 -0.0091 -0.0268
Si 1.3203 1.331 26.13 0.0049 -0.0094 -0.0043
Si 6.8528 1.3181 26.0352 0.0152 0.0096 0.0085
Si 4.0712 4.0495 26.1018 -0.0063 0.0089 0.014
Si 9.5666 4.0184 26.1214 -0.0124 0.0067 -0.001
Si 1.2921 6.7286 25.9648 0.0012 -0.001 0.0071
Si 6.8379 6.9347 26.2779 0.0243 0.0132 -0.0105
Si 4.0981 9.521 26.1251 0.0173 0.0136 -0.0209
Si 9.5681 9.5816 26.0515 0.002 0.0085 0.0102
Si 2.7357 -0.0132 27.4605 -0.0015 -0.0006 0.0065
Si 8.2162 -0.0047 27.4662 -0.0029 0.0078 -0.0096
Si 0.0043 2.7151 27.5171 0.0019 -0.0003 -0.0131
Si 5.4914 2.7094 27.4361 -0.0003 -0.0023 0.0075
Si 2.6991 5.4489 27.4496 -0.0146 0.0032 -0.0109
Si 8.2217 5.4552 27.4756 0.0074 -0.0091 -0.0092
Si 0.0071 8.1771 27.3988 0.0095 -0.0107 0.0138
Si 5.4469 8.2541 27.5727 -0.0031 0.0079 -0.0036
Si 4.1018 1.3673 28.8401 0.0925 -0.0306 -0.2148
Si 9.5708 1.3673 28.8401 -0.1161 -0.1423 0.2278
Si 1.3673 4.1018 28.8401 -0.011 0.0526 0.2094
Si 6.8362 4.1018 28.8401 0.0163 -0.1538 -0.168
Si 4.1018 6.8362 28.8401 -0.3518 -0.2034 0.0717
Si 9.5708 6.8362 28.8401 0.1979 0.0217 -0.2007
Si 1.3673 9.5708 28.8401 -0.0353 -0.2772 -0.3249
Si 6.8362 9.5708 28.8401 0.1852 0.462 0.4703
Si 0 0 30.2074 -0.1087 -0.0015 -0.0231
Si 5.469 0 30.2074 0.1292 0.0203 0.0397
Si 2.7345 2.7345 30.2074 -0.0311 0.0819 -0.0389
Si 8.2035 2.7345 30.2074 -0.0016 -0.045 0.0144
Si 0 5.469 30.2074 0.0504 -0.0214 -0.0004
Si 5.469 5.469 30.2074 -0.086 -0.0244 -0.0447
Si 2.7345 8.2035 30.2074 -0.0185 -0.0907 0.0047
Si 8.2035 8.2035 30.2074 -0.0392 0.0462 -0.0378
Si 1.3673 1.3673 31.5746 0.0899 -0.0386 0.0006
Si 6.8362 1.3673 31.5746 -0.0819 0.0507 0.0109
Si 4.1018 4.1018 31.5746 0.0476 -0.0554 0.0133
Si 9.5708 4.1018 31.5746 -0.0159 0.0767 -0.0176
Si 1.3673 6.8362 31.5746 -0.0235 0.0345 -0.0035
Si 6.8362 6.8362 31.5746 0.0352 -0.0291 0.0036
Si 4.1018 9.5708 31.5746 -0.0467 0.0127 -0.0158
Si 9.5708 9.5708 31.5746 0.0477 -0.0559 0.0154
Si 2.7345 0 0.6835 0.0152 -0.0269 -0.0078
Si 8.2035 0 0.6835 -0.0393 0.0315 -0.0136
Si 0 2.7345 0.6835 -0.0515 0.0392 -0.0102
Si 5.469 2.7345 0.6835 0.0316 0.0279 0.0217
Si 2.7345 5.469 0.6835 -0.0376 0.0352 -0.0139
Si 8.2035 5.469 0.6835 0.0226 -0.0785 -0.0027
Si 0 8.2035 0.6835 0.0293 -0.0462 0.0146
Si 5.469 8.2035 0.6835 -0.0128 0.0184 -0.0019
Si 4.1018 1.3673 2.0507 -0.1072 -0.017 -0.0469
Si 9.5708 1.3673 2.0507 0.0525 -0.0257 0.0747
Si 1.3673 4.1018 2.0507 0.0589 0.0038 0.0731
Si 6.8362 4.1018 2.0507 -0.0034 0.0884 -0.0808
Si 4.1018 6.8362 2.0507 0.0148 -0.0472 0.0894
Si 9.5708 6.8362 2.0507 -0.0148 0.0425 -0.0488
Si 1.3673 9.5708 2.0507 0.083 0.0386 -0.0467
Si 6.8362 9.5708 2.0507 0.0367 -0.0389 0.0692
Si 0 0 3.418 0.1095 0.0501 0.1092
Si 5.469 0 3.418 -0.0774 0.1411 0.4427
Si 2.7345 2.7345 3.418 -0.1164 -0.5266 -0.2356
Si 8.2035 2.7345 3.418 -0.3464 0.075 0.2778
Si 0 5.469 3.418 -0.2303 0.0296 0.1531
Si 5.469 5.469 3.418 0.4332 -0.1515 -0.421
Si 2.7345 8.2035 3.418 -0.0755 0.6054 -0.0172
Si 8.2035 8.2035 3.418 0.312 0.0526 -0.1958
Si 1.3557 1.3709 4.8281 0.0101 -0.0113 0.0045
Si 6.8285 1.3702 4.8632 -0.0004 0.007 -0.0146
Si 4.1951 3.9963 4.6863 0.0221 -0.0204 0.0101
Si 9.527 4.1142 4.8059 0.0018 -0.0121 -0.0087
Si 1.3277 6.9107 4.7451 -0.0195 0.026 0.0125
Si 6.8708 6.8296 4.7397 0.0191 -0.008 0.0065
Si 4.0676 9.6214 4.8423 -0.0203 0.0217 0.0005
Si 9.5716 9.5854 4.798 -0.0024 0.0028 0.014
Si 2.719 0.0541 6.3403 -0.0049 -0.0311 -0.0308
Si 8.2291 0.0094 6.2287 -0.0051 -0.0039 -0.0013
Si -0.0746 2.7364 6.1697 -0.0103 -0.0124 -0.0075
Si 5.4325 2.7146 6.2873 -0.0111 -0.0091 -0.0025
Si 2.8506 5.4981 5.7776 0.0055 0.0178 0.0138
Si 8.2045 5.5189 6.2029 -0.0073 0.0009 0.0012
Si 0.0224 8.2772 6.2248 0.0103 0.0043 -0.0088
Si 5.5389 8.2333 6.0541 0.0032 -0.0067 0.002
Si 3.6451 1.8314 7.695 -0.0417 0.0553 0.0518
Si 9.823 1.1021 7.6153 0.0033 -0.021 0.021
Si 1.5279 4.1753 7.0805 0.0248 0.0042 0.0221
Si 6.5884 4.3652 7.4992 -0.0048 0.0071 0.0404
Si 4.398 6.5445 7.1624 -0.0293 -0.0193 0.0238
Si 9.3 7.2017 7.4988 -0.0223 0.0306 0.0343
Si 1.1643 9.7997 7.6901 -0.0124 0.0041 0.0187
Si 7.0092 9.3662 7.4942 0.002 -0.0193 0.0342
O 1.4541 3.9719 24.2813 -0.0055 -0.0076 -0.0243
O 6.8338 9.4839 24.2596 -0.0053 0.0034 -0.022
O 2.5333 3.0241 7.6508 0.0347 -0.0102 0.0306
O 8.1339 8.2624 7.9768 0.0044 -0.0031 0.0206
O 5.4332 5.4873 7.9325 0.0087 -0.0041 0.0204
O 0.0184 -0.0034 8.1502 -0.0054 0.0123 0.021
O 4.1327 6.8211 24.3438 -0.0093 0.0023 -0.0271
O 9.6011 1.3705 24.1902 -0.0007 -0.0156 -0.0239
O 1.8249 9.1361 9.0825 -0.0001 -0.0038 -0.0103
O 1.0784 5.2752 8.2358 -0.0272 -0.0115 0.0172
O 9.0493 1.7069 8.9735 0.0138 0.0086 -0.0097
O 6.2785 9.9163 8.8806 0.0029 -0.0154 0.0014
O 3.6929 1.6884 9.3649 0.0049 0.008 -0.0071
O 3.4354 7.2934 8.2263 0.01 0.0049 0.0166
O 7.21 3.6928 8.8928 0.017 0.0055 -0.0141
O 9.9397 6.767 8.9706 0.0057 -0.015 -0.0109
O 2.9842 1.9753 23.4206 0.0105 0.0156 0.0111
O 5.0383 0.2626 23.3926 0.0008 0.0106 0.0068
O 7.8989 3.2568 23.347 0.0087 -0.0124 0.0201
O 10.3391 5.0494 23.2046 0.0175 0.0103 -0.001
O 8.6708 7.6228 23.5103 0.0034 0.0139 -0.001
O 2.4053 8.648 23.4489 -0.0151 -0.007 0.002
O 6.3281 5.2712 23.9614 -0.0214 -0.0349 -0.0098
O 0.5174 10.5697 23.3502 -0.0093 -0.0122 0.0077
Si 2.9694 8.0409 9.5673 0.0092 -0.0154 -0.0063
Si 9.972 0.2351 13.1159 -0.0056 -0.0014 0.0047
Si 14.7652 5.6232 13.3936 -0.0071 0.0042 -0.0031
Si 4.4566 1.657 22.7855 0.0082 0.009 0.0091
Si 8.5786 2.3546 20.2597 -0.0088 0.0011 -0.0063
Si 10.197 4.9446 21.5756 0.0056 -0.0044 0.0058
Si 1.2216 9.3193 22.5588 0.0061 -0.0081 0.0043
Si 13.1098 4.5758 20.2237 0.0031 0.001 0.0002
Si 1.9785 5.3845 11.0649 -0.0068 -0.0018 -0.0008
Si -2.0134 10.1381 20.1537 -0.0052 -0.0085 -0.0029
Si 4.4454 6.62 16.024 -0.0028 0.006 0.0016
Si 7.4448 9.4052 12.7416 0.0013 -0.0142 0.0007
Si 5.6699 9.5795 10.3548 -0.0024 -0.0083 0.0003
Si 5.3846 3.0013 12.7426 0.0005 0 0.0027
Si 3.1392 12.569 16.0061 -0.0019 -0.0006 -0.0013
Si 2.6761 9.3746 19.8019 0.0033 0.0014 0.0029
Si 5.2796 3.8771 15.4523 0.0021 -0.003 0.0025
Si 3.3301 2.6391 10.6668 -0.0062 0.0115 -0.0006
Si 4.9392 11.0082 12.7352 0.002 0.0002 0.0039
Si 6.4925 4.0101 22.9725 -0.0114 0.0102 0.0161
Si 13.135 0.72 13.0485 -0.002 0.0077 0.0078
Si 8.6703 3.2278 9.4656 0.0062 0.0163 -0.009
Si 9.615 14.0395 17.4488 -0.0006 0.0061 -0.0052
Si 12.2504 2.4607 18.389 0.0015 0.0024 -0.0013
Si 8.1999 4.5272 15.2242 0.0048 -0.0011 0.0027
Si 4.6732 -0.0762 18.0349 -0.0005 -0.0039 -0.005
Si 5.0017 4.8262 20.4643 0.0066 0.0026 0.0036
Si 7.2618 7.5967 15.2855 0.0028 0.0018 -0.0006
Si 14.5641 6.7136 18.905 0.0028 0.0043 -0.0051
Si 9.4359 7.804 22.0717 0.0077 0.0043 0.0107
Si 18.2902 9.7095 17.4527 -0.0022 -0.0058 -0.0016
Si 10.7562 5.3952 9.264 0.0025 -0.0135 -0.0107
Si 5.5334 13.0229 19.977 -0.0008 -0.0014 0.004
Si 0.4059 -0.5641 18.4443 0.0008 -0.0039 -0.0039
Si 9.56 11.2289 16.1945 0.0005 0.0002 -0.0019
Si 8.5696 3.0603 12.5969 0.0051 0.0071 -0.0011
O 6.9813 13.7353 12.6571 0.0069 -0.0018 -0.0081
O 7.0035 -8.7028 20.6841 -0.0199 0.0118 -0.0243
O 11.7281 0.9773 18.8135 -0.0025 -0.007 -0.0245
N 4.8358 4.253 13.8081 0.0029 -0.0036 0.0063
O 2.1018 2.416 16.9783 0.0027 -0.0162 0.0087
O 9.7678 10.8013 14.6692 -0.0037 0.0216 -0.0052
O 5.5352 1.1749 18.6368 -0.0045 -0.0072 0.0021
O 3.3804 10.4872 12.9533 -0.0048 0.0267 -0.0083
O 2.5537 4.0386 10.3038 -0.0023 -0.0073 0.0284
O 0.3496 5.3279 10.8083 0.0174 0 -0.0265
O 5.104 3.5583 19.4457 0.0032 -0.0037 0.0336
O 9.4048 3.5803 21.0218 0.0079 0.011 -0.0179
O 15.5802 6.5948 12.3576 0.027 -0.0111 0.0253
O 1.6994 9.4138 18.4891 -0.0017 0.0198 0.0117
O 0.0825 8.1823 22.2732 -0.0192 0.0223 -0.0086
O 13.3907 5.5707 18.9406 0.0168 -0.0041 0.0242
O 16.6688 -1.145 17.4129 0.0103 0.0165 0.0156
O 10.6226 10.2973 17.0006 -0.004 0.0265 0.0258
O 4.5141 1.567 21.1586 0.0222 0.0219 -0.0007
O 2.4218 5.2537 12.6337 0.0092 0.0103 -0.024
O 6.2474 4.7262 21.513 -0.0236 -0.0175 -0.0214
O 8.6658 9.0785 21.3689 0.0217 -0.0039 -0.0154
O 8.0247 10.9716 16.6659 0.0181 -0.0198 0.0042
O 3.1904 7.8575 19.9703 -0.0068 0.0131 -0.0187
O 15.9873 6.1505 19.5146 -0.0303 -0.0164 0.0029
O 4.8895 12.5078 13.3498 0.0095 0.0031 -0.0218
O 8.8679 10.1753 12.3743 -0.01 0.0073 0.0047
O 8.913 4.1328 13.7921 -0.0197 -0.0132 0.0113
O 6.2127 10.2623 13.451 -0.0065 0.0041 -0.0264
O 7.7384 8.2544 13.8611 -0.0113 0.0109 -0.002
O 7.8132 8.3613 16.6298 -0.0182 0.0095 -0.0143
O 4.2759 8.7487 10.2388 0.0019 0.0004 -0.0161
O 4.7616 3.177 11.2613 -0.0073 -0.0285 0.0153
O 5.2981 10.9783 11.132 0.0011 -0.0224 0.0178
O 4.4668 13.5017 15.9177 -0.0021 0.0142 -0.0034
O 3.9286 10.3091 19.3724 -0.007 -0.0149 -0.0154
O 6.8877 3.5683 15.4678 -0.0011 0.0252 -0.0006
O 13.085 3.041 19.6559 -0.0124 0.0198 -0.006
O 0.6606 11.0708 12.8066 0.0079 0.0043 0.0002
O -1.5295 6.3698 21.2313 0.0011 0.0017 0.0039
O 5.6333 7.5495 15.4004 0.0108 -0.024 0.0098
O 5.0072 5.1385 16.4481 -0.0047 0.0106 -0.0252
O 3.8007 7.2659 17.3747 0.0096 -0.0164 0.0091
O 0.0755 3.5007 18.1694 -0.0084 -0.0283 -0.0056
O 11.7126 4.9442 20.958 -0.0041 -0.0097 -0.0068
O 7.8348 6.0942 15.2022 -0.0163 -0.0097 -0.0015
O 5.343 2.9193 23.3003 0.0097 -0.0111 -0.0424
O 12.8799 9.855 21.181 -0.0002 -0.0216 -0.0036
O 9.06 11.7357 20.5577 0.0046 -0.0019 -0.0023
O 2.4762 1.8033 11.8186 0.0098 -0.0028 -0.0114
O 2.3464 1.3376 14.588 0.0048 -0.0107 -0.0043
O 9.1478 4.3493 16.5337 -0.0049 -0.0204 -0.0008
O 3.6414 0.2894 16.8129 0.0035 0.0099 0.0146
O 9.5069 12.6971 12.8189 -0.0059 -0.0133 0.0027
O 10.3781 -1.198 19.5727 -0.0168 0.0143 -0.0188
O 7.7971 9.7977 19.0199 0.0132 0.0074 -0.0084
O 14.4436 15.6796 21.1964 0.0051 -0.0004 -0.0442
O 6.7988 -2.1087 11.3252 -0.0122 0.032 0.0057
O 14.3276 6.372 14.7982 0.0291 -0.0094 -0.0064
O 2.3992 6.8816 10.5537 0.0031 0.0085 -0.0092
O 9.8082 4.1654 8.7944 -0.0158 0.0043 0.029
O 8.8174 3.5231 11.0567 -0.0066 -0.0109 -0.0043
O 9.869 1.8653 16.4139 -0.0035 -0.011 0.0185
O 8.5901 2.6743 18.6473 0.0198 0.0008 0.0101
H 16.5321 6.7176 12.4793 -0.0352 -0.0035 -0.0081

Results
free energy: -133811.070 eV
free energy less fixed offsets of H -17.10, N -388.26, O -569.03, Si -635.61 eV per atom: 0.420 eV

The program warned: the cutoff lies below the one the program advises for these potential files; the exchange-correlation potential is rough where the density is thin.
